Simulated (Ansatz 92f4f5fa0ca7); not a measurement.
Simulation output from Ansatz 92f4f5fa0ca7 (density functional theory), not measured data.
Periodic cell of 234 atoms, Si134O100, from a study of silicon, its oxide and their interface. The atomic structure is a simulated model.

Settings
functional: r2SCAN
potential files: Ansatz norm-conserving
basis: plane waves
wave-function cutoff: 1300 eV
density cutoff ratio: 4
exchange-correlation grid ratio: 1
k mesh: 2 x 2 x 1, shifted by 0.5 0.5 0.5 of a step
self-consistency stop: 5e-08 eV per atom in the density residual
occupations: Fermi-Dirac, 0.05 eV
spin: none
net charge: 0

Cell vectors (angstrom)
a, 11.5403, 0, 0
b, 0, 15.3871, 0
c, 4.8021, -1.9204, 21.9102

Atoms and the computed forces on them: element, x, y, z (angstrom), force x, y, z (eV/angstrom)
Si, 0.7595, 1.2033, 0.0997, 0.0825, -0.0979, -0.9045
Si, 0.5892, 4.2288, -0.3352, -0.1121, -0.1829, -0.6591
Si, 0.7241, 9.0514, -0.6986, 0.1925, 0.2857, -0.2009
Si, 0.6342, 13.4989, -0.1852, 0.1556, 0.2517, -0.7053
Si, 4.8934, 1.2659, -0.2174, 0.1093, 0.0153, -0.3934
Si, 4.4891, 4.3341, -0.28, 0.0245, -0.1843, -0.456
Si, 4.6742, 8.6864, -0.2764, 0.0209, 0.2033, -0.4582
Si, 4.5275, 11.8611, -0.4332, -0.0042, -0.1507, -0.823
Si, 8.3503, 1.8214, -0.2081, 0.221, 0.296, -0.5502
Si, 8.3986, 4.862, 0.2254, 0.095, 0.1894, -0.7435
Si, 8.3878, 8.0118, -0.264, 0.0608, -0.3032, -0.7581
Si, 8.4869, 12.721, -0.3531, 0.1847, 0.0818, -0.3346
Si, 2.834, 1.0266, 1.1122, 0.3024, 0.2521, -0.2988
Si, 2.5512, 4.704, 1.0061, -0.0468, -0.0068, -0.1892
Si, 2.5941, 8.7139, 0.9169, -0.0464, -0.1718, -0.2153
Si, 2.6328, 12.57, 0.897, -0.1148, 0.0806, -0.1779
Si, 6.6229, 1.146, 1.3032, -0.0365, 0.0344, -0.2184
Si, 6.3464, 4.8256, 1.2442, -0.3222, -0.1247, -0.4334
Si, 6.5396, 8.5448, 1.1252, -0.0504, 0.0201, -0.1109
Si, 6.4917, 12.3423, 0.8811, 0.0817, 0.0668, 0.052
Si, 10.2617, 1.1782, 1.178, -0.2706, 0.1401, -0.3242
Si, 10.4282, 4.7896, 1.2774, 0.1966, -0.0056, -0.3173
Si, 10.4057, 8.5869, 0.8444, -0.0247, -0.1134, 0.0438
Si, 10.3287, 12.7943, 1.143, -0.1127, -0.1037, -0.0121
Si, 2.6732, 2.9186, 2.5236, 0.0745, -0.1143, 0.1216
Si, 2.5939, 6.7325, 2.3284, 0.0345, 0.0052, -0.2312
Si, 2.599, 10.63, 2.3163, 0.146, 0.0914, 0.1148
Si, 2.731, 14.4578, 2.3524, 0.002, -0.1872, 0.1419
Si, 6.4896, 2.9925, 2.6695, -0.0923, 0.0219, 0.2474
Si, 6.4174, 6.7263, 2.5548, 0.1112, 0.0296, 0.33
Si, 6.543, 10.541, 2.404, -0.1214, 0.0124, 0.0047
Si, 6.4997, 14.3792, 2.3188, 0.1054, -0.1349, -0.2523
Si, 10.344, 2.9622, 2.6394, -0.0643, 0.0465, 0.2869
Si, 10.4571, 6.7993, 2.4722, -0.1042, 0.2727, -0.0372
Si, 10.3564, 10.604, 2.2787, 0.1442, 0.0582, -0.2219
Si, 10.2616, 14.6259, 2.5021, -0.1176, -0.0499, 0.1316
Si, 0.7482, 2.9155, 3.9093, -0.0975, -0.0576, -0.0327
Si, 0.8111, 6.7639, 3.8579, -0.1661, -0.045, 0.0654
Si, 0.7122, 10.611, 3.7277, 0.09, -0.1288, 0.0687
Si, 0.7446, 14.5307, 3.7062, -0.0187, -0.0841, -0.0461
Si, 4.5417, 2.9733, 3.9411, 0.0985, 0.14, -0.1473
Si, 4.4718, 6.765, 3.8466, 0.0336, 0.062, 0.0878
Si, 4.559, 10.615, 3.7252, -0.0286, 0.0426, -0.0315
Si, 4.6017, 14.4443, 3.7381, -0.1894, 0.0526, 0.0368
Si, 8.4343, 2.9937, 3.9696, 0.1361, -0.0097, -0.1392
Si, 8.4455, 6.7575, 3.8218, -0.048, -0.041, -0.0961
Si, 8.472, 10.5741, 3.7625, -0.0682, -0.0431, 0.0518
Si, 8.3436, 14.4386, 3.7803, 0.1975, 0.0417, 0.008
Si, 0.6225, 0.9647, 5.1728, 0.2162, 0.0929, 0.1701
Si, 0.7537, 4.8403, 5.2685, 0.0946, 0.0185, -0.1066
Si, 0.8735, 8.7085, 5.1843, -0.0832, 0.0676, 0.1398
Si, 0.6964, 12.5928, 5.0441, 0.0484, 0.033, -0.0966
Si, 4.5188, 0.9778, 5.1179, -0.0074, -0.1256, 0.0607
Si, 4.5752, 4.8782, 5.2995, 0.0292, 0.0092, -0.0141
Si, 4.5828, 8.7299, 5.1757, -0.0143, 0.0314, 0.0044
Si, 4.5236, 12.5419, 5.1169, 0.0311, -0.0935, -0.0141
Si, 8.4107, 0.9691, 5.1157, -0.213, 0.0426, 0.2728
Si, 8.493, 4.9038, 5.2895, -0.0707, -0.036, 0.0509
Si, 8.4237, 8.661, 5.2159, 0.0829, -0.0434, 0.2053
Si, 8.4445, 12.5227, 5.113, -0.024, 0.0513, -0.074
Si, 2.5618, 1.051, 6.4358, -0.074, 0.0388, -0.3039
Si, 2.658, 4.8667, 6.652, -0.0891, -0.0123, -0.0362
Si, 2.7929, 8.7832, 6.6824, -0.0688, 0.0364, 0.1552
Si, 2.5461, 12.5832, 6.4917, 0.0568, -0.0079, -0.186
Si, 6.4814, 0.9879, 6.3963, 0.2472, 0.1195, -0.2672
Si, 6.5656, 4.8701, 6.6307, 0.0048, 0.0929, -0.1446
Si, 6.4391, 8.6626, 6.672, 0.0509, -0.0608, -0.0675
Si, 6.4879, 12.5703, 6.4096, -0.0079, -0.0448, -0.2291
Si, 10.2406, 0.8859, 6.6039, -0.1569, -0.086, 0.1444
Si, 10.3906, 4.7893, 6.6748, -0.0412, 0.0275, 0.0372
Si, 10.4564, 8.6225, 6.4881, -0.0741, -0.2319, -0.3534
Si, 10.3709, 12.5866, 6.4687, 0.0023, -0.0059, 0.0502
Si, 2.5381, 2.87, 7.9007, -0.3355, -0.0413, 0.1953
Si, 2.9625, 6.7412, 8.02, 0.0572, -0.1737, 0.3023
Si, 2.5625, 10.8088, 8.0575, -0.1209, -0.0805, 0.2263
Si, 2.4963, 14.5752, 7.7472, -0.3277, -0.0129, 0.2469
Si, 6.4402, 2.8245, 7.7852, 0.3155, -0.0648, 0.2621
Si, 6.6035, 6.6551, 8.1582, 0.1135, -0.0961, 0.4067
Si, 6.3997, 10.7758, 7.8522, -0.0645, 0.0883, 0.1518
Si, 6.4654, 14.5056, 7.7262, 0.339, -0.0244, 0.1894
Si, 10.2111, 2.8184, 8.0068, -0.1846, 0.0064, 0.2629
Si, 10.6146, 6.7329, 7.9611, 0.0524, 0.049, 0.3329
Si, 10.3734, 10.6153, 7.6753, 0.1748, -0.0467, 0.1037
Si, 10.1835, 14.3206, 8.0723, 0.0382, 0.1458, 0.1892
Si, 0.6128, 2.5001, 9.2856, 0.1554, -0.0159, 0.4981
Si, 1.0856, 7.0814, 9.3008, 0.0839, -0.0267, 0.2953
Si, 0.4842, 10.2267, 9.3071, -0.1076, -0.083, 0.5016
Si, 0.6575, 14.7636, 9.2396, 0.117, -0.0007, 0.4273
Si, 4.5234, 2.6381, 9.0504, 0.0064, -0.1128, 0.2621
Si, 4.7568, 5.818, 9.5604, -0.091, 0.4572, 0.1943
Si, 4.5482, 11.5691, 9.1305, 0.1123, 0.0249, 0.2542
Si, 4.5001, 14.8218, 8.8375, -0.1958, 0.0868, 0.7412
Si, 8.1888, 2.375, 9.3178, -0.0638, -0.04, 0.3477
Si, 8.7325, 7.2823, 9.2281, 0.0598, 0.0973, 0.5729
Si, 8.4446, 10.5011, 8.9407, -0.0278, -0.3518, 0.6689
Si, 8.1105, 14.579, 9.4521, -0.2445, 0.4022, 0.2321
Si, 1.7272, -1.7654, 11.8494, -0.1666, 0.0804, 0.4323
Si, 6.7898, 7.4895, 18.4878, 0.0382, 0.0633, -0.7216
Si, 12.7171, 3.5197, 18.6137, 0.0821, -0.1973, -0.6083
Si, 9.1912, -2.9682, 13.8712, 0.0846, -0.0861, 0.4416
Si, 2.459, 0.5437, 13.5318, -0.0813, 0.2427, 0.5001
Si, 12.9635, 6.3433, 12.3257, 0.0271, 0.1971, 0.4789
Si, 4.3655, 11.8389, 11.892, 0.1274, -0.3587, 0.5398
Si, 9.874, 10.7044, 11.5022, 0.0227, 0.1782, 0.3695
Si, 5.3124, 0.1965, 14.293, -0.0118, 0.0781, 0.1888
Si, 11.1396, 4.0753, 11.7529, -0.1848, -0.1386, 0.483
Si, 8.0341, 10.3415, 18.7339, -0.0878, -0.0299, -0.4913
Si, 11.3422, 1.9789, 13.9585, -0.0968, -0.0782, 0.1977
Si, 6.8219, 13.8324, 12.3783, 0.1483, 0.025, 0.5485
Si, 8.6488, 7.8981, 12.1203, -0.1778, -0.1097, 0.4551
Si, 10.0789, -0.2823, 15.1466, -0.0671, -0.1679, -0.1083
Si, 1.4398, 8.6494, 14.183, -0.0784, 0.2766, 0.1894
Si, 12.2525, 12.0084, 17.1955, 0.0007, -0.2845, -0.3992
Si, 5.2651, -1.6891, 16.5739, -0.0466, -0.0073, 0.1114
Si, 11.7106, 7.1066, 16.1623, -0.3124, 0.1126, -0.0913
Si, 9.6092, 11.1442, 16.4784, 0.0695, -0.2335, -0.2841
Si, 4.2491, 3.323, 18.8073, -0.0067, -0.15, -0.5177
Si, 7.8128, 5.7217, 14.0332, 0.1061, -0.049, 0.4832
Si, 3.272, 10.8954, 14.3541, -0.0437, -0.2505, 0.1426
Si, 3.6836, -4.3865, 17.1781, 0.0025, 0.1095, -0.3939
Si, 13.1717, 6.516, 18.5242, -0.0356, 0.3154, -0.4084
Si, 1.6433, 13.3911, 14.6391, 0.0098, -0.0338, 0.3971
Si, 8.2175, 4.2762, 11.6141, -0.0273, -0.0759, 0.4756
Si, 5.6468, 1.1426, 17.0768, 0.1178, -0.0257, 0.0225
Si, 4.3323, 6.1467, 17.3445, 0.039, 0.0823, -0.4249
Si, 8.4847, 15.9602, 17.4632, -0.0912, 0.1491, -0.2006
Si, 4.0561, 9.7455, 19.864, 0.1142, 0.0641, -0.4698
Si, 8.9284, 5.8751, 16.9112, -0.0317, 0.1836, -0.5675
Si, 11.1007, 1.6388, 16.8288, 0.115, 0.0922, -0.1459
Si, 9.87, 4.4051, 19.4775, -0.052, 0.0741, -0.4051
Si, 2.7147, 6.3252, 14.8404, 0.1755, -0.0712, 0.2389
Si, 7.9325, 13.1032, 17.7748, -0.0109, 0.2318, -0.3206
Si, 11.8814, -2.0742, 20.0349, -0.0657, -0.0372, -0.1706
Si, 6.2356, 6.5529, 11.9366, -0.1296, 0.2492, 0.3356
O, 0.7439, -0.2808, -0.6857, -0.067, -0.3914, 0.7583
O, 4.1376, 9.8644, 18.2366, -0.115, 0.0088, 0.565
O, 0.6832, 2.6164, -0.8325, -0.0191, 0.1147, 0.8288
O, 0.318, 5.0649, -1.7431, 0.0747, -0.1949, 0.4188
O, 8.1712, 6.9827, 17.8097, -0.2086, -0.0225, 0.3584
O, 4.5992, 4.769, 18.1491, -0.1385, -0.0756, 0.2716
O, 4.6381, 8.4067, 20.5901, 0.3692, -0.2055, -0.07
O, 0.2594, 12.8624, -1.6352, -0.1715, -0.2012, 0.2241
O, 9.7551, 1.5679, 17.7745, 0.0622, -0.2426, -0.1356
O, 4.7336, 2.789, -0.8726, -0.0631, 0.1111, 0.5765
O, 12.5926, 7.8671, 12.8091, 0.1379, -0.3128, -0.0133
O, 4.1711, 5.2407, -1.629, 0.2729, -0.03, 0.3095
O, 6.9957, 9.0778, 18.8753, 0.0677, -0.0225, 0.1323
O, 4.964, 7.7377, -1.6124, -0.1149, -0.0168, 0.3313
O, 4.329, 12.4029, -1.9864, 0.012, -0.0758, 0.5309
O, 3.9397, 10.3286, 15.7164, -0.2336, 0.3073, 0.054
O, 5.0785, -0.343, 17.4901, 0.2693, 0.0903, -0.2933
O, 7.1333, 16.8225, 17.6756, -0.0618, -0.2824, -0.0851
O, 12.3334, 13.0194, 15.94, 0.0961, -0.1389, 0.0061
O, 8.3537, 3.4289, -0.6698, 0.1058, 0.0685, 0.7904
O, 8.5048, 6.3711, -0.541, -0.2413, -0.1895, 0.4529
O, 8.6721, 15.5124, 15.8795, 0.2345, 0.0529, 0.3024
O, 9.2282, 11.8512, -1.572, -0.0229, 0.2083, 0.2571
O, 1.5979, 6.3718, 10.7218, -0.2128, 0.1941, -0.4411
O, 2.2953, -0.2556, 12.1277, 0.017, -0.2714, -0.0519
O, 7.1476, 5.4226, 11.1674, 0.1813, -0.1325, -0.0608
O, 4.6516, 10.2476, -0.8096, -0.1074, 0.203, 0.5162
O, 0.8135, 8.6559, 9.646, 0.0841, 0.1516, -0.2298
O, 9.2349, 7.1163, 10.8185, -0.1325, 0.1225, -0.5887
O, 2.9083, -2.8565, 11.68, 0.0215, 0.0885, -0.084
O, 0.8272, 13.7075, 10.5127, -0.0458, 0.2804, -0.3509
O, 11.2404, 0.0938, 16.2678, -0.3358, 0.3024, -0.0509
O, 4.5346, 1.0002, 9.652, 0.0837, -0.2275, -0.5986
O, 4.6073, 4.1678, 9.8676, -0.0023, 0.0563, -0.3728
O, 4.0145, 0.9637, 13.6625, -0.0863, -0.3158, -0.0482
O, 4.547, 13.2174, 9.4742, 0.0254, -0.095, -0.0728
O, -0.2157, 10.6735, 10.7561, 0.1591, -0.1306, -0.4511
O, 2.1114, -4.1243, 17.4448, 0.0688, 0.0817, 0.0347
O, 5.4823, 12.9642, 12.1664, -0.0891, 0.0193, -0.2064
O, 7.5998, 14.0893, 10.9663, 0.257, 0.0651, -0.7035
O, 8.3904, 0.7892, 9.6315, -0.0825, 0.1294, -0.0203
O, 2.1124, 14.933, 14.7766, 0.0113, -0.1028, -0.4262
O, 7.7818, 2.9236, 10.8438, 0.2637, 0.0694, -0.5892
O, 8.4365, 8.8883, 9.2106, -0.0561, -0.101, -0.1037
O, 12.7673, 6.0407, 15.4898, 0.158, 0.285, -0.0753
O, 10.0032, 11.8712, 12.6032, -0.1007, -0.2179, -0.3104
O, 7.7539, -2.4075, 13.4071, -0.0578, 0.1294, -0.344
O, 0.8877, -2.1694, 13.2024, 0.4178, 0.1473, -0.2919
O, 4.6332, 2.2331, 17.6644, -0.0456, 0.216, 0.383
O, 5.8245, 1.2217, 15.4536, -0.1679, -0.3251, 0.0827
O, 10.2308, 6.4892, 16.179, 0.0153, -0.0737, 0.2713
O, 4.855, 6.5764, 11.0737, 0.107, -0.4829, -0.3679
O, 6.3964, 15.2437, 13.1221, -0.0678, -0.3939, -0.1929
O, 7.0157, 8.0006, 11.8553, 0.1667, -0.3833, -0.007
O, 10.0051, -1.7825, 14.6058, -0.1077, -0.0001, -0.0631
O, 0.6493, 0.9304, 9.8426, -0.0806, -0.0302, -0.5008
O, 6.83, -2.1076, 16.5964, -0.0053, 0.0307, 0.2564
O, 11.3755, 3.7471, 19.5178, -0.1288, 0.1763, 0.0551
O, 2.6653, 3.1385, 19.1562, 0.0485, 0.1443, 0.0663
O, 8.7859, 6.9486, 13.4757, -0.2321, -0.0457, -0.4518
O, 11.7562, 5.3067, 12.5949, -0.0012, -0.1019, -0.3547
O, 7.3863, 11.8659, 18.6976, 0.1986, -0.1759, 0.0596
O, 2.8044, 7.9561, 14.7789, -0.3502, -0.259, -0.1876
O, 11.8083, -2.5517, 18.5004, 0.0449, 0.1234, 0.4613
O, 10.7559, 2.9455, 12.8395, 0.1758, 0.2288, -0.4072
O, 8.1906, 8.6355, -1.7955, 0.0837, -0.2438, 0.498
O, 6.2738, 6.117, 13.5397, 0.2866, 0.0639, -0.6221
O, 11.7505, 8.4593, 15.2433, 0.4066, -0.3376, -0.0819
O, 3.1283, 6.9577, 18.0729, -0.0797, -0.2323, 0.1767
O, 8.7019, 11.1497, 10.4478, 0.0462, -0.1483, -0.4907
O, 12.3477, 2.2589, 17.6351, -0.0428, 0.3832, 0.357
O, 8.1869, 4.3128, 13.2618, -0.0336, 0.3063, -0.6254
O, 0.6066, 3.4921, 10.6202, -0.105, -0.2235, -0.3663
O, 4.4117, -2.9155, 17.2009, -0.0508, -0.2218, -0.0879
O, 6.4004, 6.6694, 19.8507, -0.5137, 0.1723, 0.652
O, 4.317, 10.7803, 13.1373, -0.2015, 0.4287, -0.2089
O, 10.4742, 0.598, 13.8314, 0.2027, 0.1264, 0.2522
O, 9.4106, 9.3186, 12.2715, 0.0696, 0.2179, -0.4329
O, 9.7356, 4.5227, 11.082, -0.0204, -0.0114, -0.049
O, 2.6755, 5.8071, 13.2818, -0.3163, 0.3083, -0.1309
O, 1.8321, 10.1976, 13.9812, 0.2428, -0.0554, 0.0628
O, 12.8514, -0.7729, 20.2198, -0.2064, -0.238, 0.3866
O, 1.4085, 1.7835, 13.6774, -0.0883, -0.2494, -0.0792
O, 1.3931, 4.9992, 17.9676, -0.0181, -0.1477, 0.3833
O, 5.6239, 7.135, 17.3865, 0.0643, -0.0491, 0.4478
O, 9.1188, 11.1727, 14.9316, 0.1319, 0.319, 0.0702
O, 3.9096, 5.7799, 15.7912, -0.1706, 0.1668, 0.2288
O, 7.9636, 5.4691, 15.6366, 0.1235, 0.1061, -0.0697
O, 11.0225, 2.5619, 15.4628, 0.0539, -0.3889, -0.0282
O, 9.36, 4.6643, 17.9231, 0.2196, -0.0507, 0.6499
O, 4.9477, -1.2244, 15.0415, 0.1034, 0.2371, 0.0264
O, 2.9522, 12.4497, 14.6229, -0.1587, 0.0088, -0.0972
O, 10.3427, -1.7214, 20.5468, 0.007, 0.2768, 0.2871
O, 12.1268, 7.4555, 17.7006, 0.2343, -0.3348, 0.0711
O, 11.1764, 10.8628, 16.768, -0.1002, 0.4282, 0.0788
O, 8.2924, 14.5927, 18.3688, -0.0281, -0.0791, -0.0908
O, 4.7006, 10.8883, 10.6201, -0.0982, 0.5389, -0.1778
O, 7.8449, 14.0937, -0.9948, 0.0378, -0.1303, -0.1529
O, 9.3196, 12.6176, 17.1073, -0.1507, -0.193, 0.1081
O, 8.7392, 10.0434, 17.2845, -0.0998, 0.3376, 0.4675

Results
free energy: -62186.072 eV
free energy less fixed offsets of O -463.61, Si -117.95 eV per atom: -19.772 eV
pressure: -1.93 GPa
stress xx, yy, zz, yz, xz, xy (GPa, positive in tension): 0.91, 2.64, 2.22, -0.07, -0.01, -0.48
